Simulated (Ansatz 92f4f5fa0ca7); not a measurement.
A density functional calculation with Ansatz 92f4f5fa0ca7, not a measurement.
Periodic cell of 422 atoms, Si266O156, from a study of silicon, its oxide and their interface. The atomic structure is a simulated model.
Doubt: the cutoff is far below the 930 eV that the study's wrapper takes by default for these files, so forces and energies are approximate.
This geometry differs little from another in the collection (a relaxation step or a small displacement).

Settings
functional: PBE
potential files: Ansatz PAW
basis: plane waves
wave-function cutoff: 580 eV
density cutoff ratio: 5
exchange-correlation grid ratio: 1
k mesh: 1 x 1 x 1, Gamma-centred
self-consistency stop: 5e-08 eV per atom in the density residual
occupations: fixed
spin: none
net charge: 0

Cell vectors (angstrom)
a	15.4687	0	0
b	0	12.8259	0
c	0	0	37.2497

Atoms and the computed forces on them: element, x, y, z (angstrom), force x, y, z (eV/angstrom)
Si	0.009	1.175	34.521	0.001	-0.004	0.006
Si	3.838	1.163	34.581	0.002	0.002	0.007
Si	7.742	1.169	34.55	-0.007	-0.002	0.004
Si	11.618	1.179	34.572	-0.002	-0.003	0.005
Si	1.896	7.583	34.591	0.005	0.003	0.002
Si	5.823	7.583	34.615	0.001	0.003	0.004
Si	9.651	7.587	34.577	-0.001	-0.002	0.007
Si	13.564	7.576	34.542	-0.003	-0.002	0.004
Si	1.934	5.247	34.983	0.333	-0.06	-0.043
Si	5.801	5.247	34.983	-0.05	0.185	0.658
Si	9.668	5.247	34.983	0.24	-0.067	-0.27
Si	13.535	5.247	34.983	0.234	-0.066	-0.201
Si	0	11.66	34.983	0.091	0.018	-0.101
Si	3.867	11.66	34.983	0.117	0.235	-0.079
Si	7.734	11.66	34.983	0.096	0.24	0.164
Si	11.602	11.66	34.983	0.079	0.142	-0.25
Si	0	4.664	36.22	-0.068	0.001	-0.024
Si	3.867	4.664	36.22	-0.046	0.072	0.107
Si	7.734	4.664	36.22	-0.065	-0.024	0.013
Si	11.602	4.664	36.22	-0.042	-0.023	-0.049
Si	1.934	11.077	36.22	0.031	-0.065	-0.057
Si	5.801	11.077	36.22	-0.06	0.003	-0.038
Si	9.668	11.077	36.22	-0.05	0.033	-0.03
Si	13.535	11.077	36.22	-0.011	0.05	-0.035
Si	0	2.332	36.632	-0.033	-0.085	-0.246
Si	3.867	2.332	36.632	-0.115	0.087	0.032
Si	7.734	2.332	36.632	0.056	-0.023	-0.133
Si	11.602	2.332	36.632	0.031	0.056	0.043
Si	1.934	8.745	36.632	-0.213	0.042	0.197
Si	5.801	8.745	36.632	0.196	0.056	0.345
Si	9.668	8.745	36.632	-0.075	0.028	0.115
Si	13.535	8.745	36.632	0.173	-0.055	-0.139
Si	1.934	1.749	0.619	0.035	-0.011	-0.024
Si	5.801	1.749	0.619	-0.013	-0.031	-0.068
Si	9.668	1.749	0.619	-0.072	-0.011	-0.037
Si	13.535	1.749	0.619	0.01	0	-0.037
Si	0	8.162	0.619	-0.034	0.038	0.056
Si	3.867	8.162	0.619	-0.025	-0.012	-0.013
Si	7.734	8.162	0.619	-0.082	0.056	0.098
Si	11.602	8.162	0.619	-0.007	-0.065	-0.062
Si	0	5.83	1.031	0.05	-0.005	0.038
Si	3.867	5.83	1.031	0.04	-0.014	0.031
Si	7.734	5.83	1.031	0.06	0.058	0.051
Si	11.602	5.83	1.031	0.039	-0.036	-0.018
Si	1.934	12.243	1.031	-0.047	0.054	0.076
Si	5.801	12.243	1.031	0.044	-0.006	0.036
Si	9.668	12.243	1.031	0.039	-0.04	-0.045
Si	13.535	12.243	1.031	-0.014	-0.068	-0.078
Si	1.934	5.247	2.268	-0.099	0.037	0.241
Si	5.801	5.247	2.268	-0.105	-0.025	-0.009
Si	9.668	5.247	2.268	0.14	-0.066	0.006
Si	13.535	5.247	2.268	-0.043	-0.053	0.054
Si	0	11.66	2.268	-0.064	-0.093	-0.626
Si	3.867	11.66	2.268	0.148	0.158	0.692
Si	7.734	11.66	2.268	-0.041	-0.096	-0.398
Si	11.602	11.66	2.268	-0.022	-0.055	-0.48
Si	1.934	2.915	2.68	-0.057	-0.113	-0.008
Si	5.801	2.915	2.68	0.04	-0.075	-0.025
Si	9.668	2.915	2.68	0.084	-0.138	-0.104
Si	13.535	2.915	2.68	-0.002	-0.141	-0.096
Si	0	9.328	2.68	0.077	0.159	0.18
Si	3.867	9.328	2.68	0.029	0.076	0.024
Si	7.734	9.328	2.68	0.067	0.102	0.093
Si	11.602	9.328	2.68	0.027	0.246	0.174
Si	-0.495	0.487	27.713	-0.005	0.004	-0.004
Si	6.025	-2.718	29.449	-0.013	0.003	0.009
Si	11.964	-4.198	24.607	0.002	0.007	0.004
Si	17.925	-2.011	23.664	0.004	0.001	-0.001
Si	-1.574	12.382	21.29	0.001	-0.002	0.001
Si	4.757	4.335	29.482	-0.012	-0.014	-0.013
Si	8.979	9.271	25.122	-0.003	0	-0.002
Si	7.788	0.785	28.108	0.001	0.007	-0.005
Si	-3.098	4.863	28.706	-0.004	0.003	-0.008
Si	0.857	3.53	29.588	-0.001	0.007	0.021
Si	7.284	3.821	29.812	-0.016	0.008	0.032
Si	9.422	5.759	28.353	0.006	0.004	0.005
Si	-3.27	12.312	26.243	0	-0.003	-0.002
Si	2.324	7.648	29.977	-0.005	-0.006	-0.002
Si	3.102	15.595	28.792	0.016	-0.007	0
Si	13.513	7.436	30.048	-0.01	0	0.014
Si	1.836	0.509	31.193	-0.006	0.002	0.01
Si	0.523	5.47	26.999	0.008	0.003	0.005
Si	7.746	4.816	31.842	0	-0.009	0.009
Si	14.311	3.23	26.662	0.013	0.001	0.011
Si	2.314	10.046	29.557	-0.001	0.008	-0.001
Si	4.152	11.342	28.736	0.01	-0.011	0.015
Si	5.72	7.819	30.112	0.007	-0.004	0.001
Si	16.235	10.558	27.868	0	-0.004	0.008
Si	3.198	2.395	26.421	0.002	0.005	0.007
Si	-0.109	1.265	29.938	0.007	-0.002	-0.005
Si	8.167	6.338	25.507	0.001	0.004	0.002
Si	11.689	-1.874	28.747	-0.032	-0.009	0.022
Si	3.966	7.222	31.58	0.003	0.014	0.016
Si	0.192	7	31.073	0.005	0.002	0.004
Si	7.698	7.115	31.274	-0.001	0.005	0.004
Si	9.769	9.826	29.552	0.017	0.007	-0.007
Si	-1.901	-3.049	29.519	0.013	0.013	0.003
Si	5.691	0.658	31.291	-0.004	-0.005	0.011
Si	9.632	0.558	31.247	-0.006	0.009	0.012
Si	13.479	0.56	31.187	-0.017	0	-0.001
Si	-3.86	7.075	31.406	0	0	0.013
Si	4.054	4.844	31.711	-0.009	-0.005	0.017
Si	9.687	7.466	30.036	-0.005	-0.002	0
Si	11.521	13.297	29.785	0.027	-0.008	0.004
Si	0.237	4.671	31.612	-0.003	-0.01	-0.002
Si	4.219	6.584	28.739	0.003	0.006	0.006
Si	7.638	1.454	30.269	0.001	-0.016	-0.012
Si	11.779	4.752	31.708	-0.001	0.02	0.02
Si	1.921	11.043	31.678	-0.006	-0.015	0.02
Si	5.906	11.14	31.632	0.004	-0.003	0.004
Si	9.627	11.029	31.64	-0.019	-0.019	0.02
Si	13.628	11.012	31.613	0.022	-0.013	0.024
Si	2.096	4.101	32.898	0.014	0.008	-0.008
Si	5.849	4.097	32.999	0.008	0.005	-0.005
Si	9.768	4.085	32.866	-0.011	0.002	0.004
Si	13.699	4.083	32.886	-0.004	0.003	-0.002
Si	0.023	10.444	32.937	-0.002	0.01	-0.018
Si	3.918	10.577	32.881	-0.01	0.009	-0.012
Si	7.747	10.51	32.949	0.015	0.007	-0.009
Si	11.625	10.546	32.868	-0.007	0.01	-0.003
Si	1.952	1.746	33.25	-0.006	-0.007	-0.001
Si	5.764	1.764	33.367	-0.001	-0.003	0
Si	9.704	1.738	33.306	0.007	0.006	-0.002
Si	13.526	1.732	33.272	0.004	0.006	0.007
Si	0.026	8.109	33.23	0	0.003	0.001
Si	3.871	8.317	33.559	0.002	-0.011	-0.008
Si	7.716	8.21	33.353	-0.005	-0.006	-0.003
Si	11.595	8.244	33.411	0.002	-0.003	-0.004
Si	0	2.332	3.917	-0.082	-0.014	0.162
Si	3.867	2.332	3.917	0.097	-0.143	0.27
Si	7.734	2.332	3.917	-0.22	-0.315	0.017
Si	11.602	2.332	3.917	-0.086	-0.176	-0.734
Si	1.934	8.745	3.917	-0.101	-0.101	-0.157
Si	5.801	8.745	3.917	-0.249	0.04	-0.016
Si	9.668	8.745	3.917	-0.049	-0.148	-0.28
Si	13.535	8.745	3.917	-0.294	0.149	0.6
Si	1.878	6.447	4.34	0	-0.001	0.002
Si	5.794	6.443	4.308	0.003	0.003	0.003
Si	9.719	6.442	4.309	0.002	-0.003	0.003
Si	13.502	6.447	4.315	0.003	0.001	0.006
Si	-0.019	12.773	4.283	0	-0.004	0.002
Si	3.919	12.82	4.493	0.001	-0.002	-0.001
Si	7.733	12.78	4.301	0.001	-0.005	0
Si	11.588	12.791	4.292	-0.002	-0.004	0
Si	-0.088	6.012	5.637	-0.002	0	-0.009
Si	3.836	5.956	5.554	0.001	-0.006	-0.004
Si	7.772	5.867	5.463	-0.003	-0.004	-0.001
Si	11.621	5.915	5.64	0.001	0.001	-0.006
Si	1.861	12.109	5.538	-0.01	-0.004	-0.006
Si	5.953	12.093	5.716	-0.002	0.005	-0.001
Si	9.675	12.066	5.428	0.007	0.01	0.006
Si	13.488	12.065	5.433	-0.002	0.013	-0.001
Si	-0.053	3.678	5.898	-0.001	0.005	0.002
Si	3.858	3.65	5.881	-0.001	0.008	-0.005
Si	7.71	3.574	5.919	-0.005	0	0.005
Si	11.554	3.559	5.844	0	-0.007	-0.002
Si	1.869	9.787	6.012	-0.001	0	-0.001
Si	5.671	9.738	6.071	0.014	-0.006	-0.005
Si	9.537	9.764	6.007	-0.001	0.004	0.006
Si	13.425	9.808	6.175	0.003	0.004	-0.002
Si	0.689	0.03	7.445	-0.026	0.006	-0.015
Si	3.837	0.39	8.772	0.025	0.017	0.039
Si	13.475	2.904	6.953	-0.009	-0.003	-0.009
Si	13.985	4.447	10.287	0.007	0.007	-0.001
Si	0.006	9.394	7.444	0.006	0	-0.005
Si	4.065	11.208	11.357	0.011	0	0
Si	7.594	9.119	7.279	-0.01	0.002	-0.011
Si	6.366	10.383	11.127	-0.008	0.004	-0.001
Si	5.826	1.534	8.514	-0.013	-0.009	0.007
Si	-0.019	6.979	7.882	-0.014	-0.001	0.005
Si	7.748	6.731	7.638	-0.008	-0.001	0.001
Si	16.087	7.242	17.672	0.003	-0.003	0.003
Si	1.901	16.41	7.179	0	0	-0.005
Si	3.868	13.635	11.126	-0.005	-0.004	-0.052
Si	9.33	19.189	11.012	0.015	0.016	-0.012
Si	16.447	17.864	12.487	0.011	0	0.004
Si	1.794	5.518	8.586	-0.01	-0.021	0.026
Si	5.829	5.649	8.519	0.002	0.006	-0.006
Si	9.42	1.854	10.586	0.022	0.002	-0.037
Si	13.523	6.623	9.328	0.006	0.004	0.012
Si	-2.562	13.478	9.349	-0.005	-0.001	0.003
Si	3.714	9.246	7.437	-0.009	0.007	0.007
Si	7.077	7.257	15.073	0.001	0.007	0.001
Si	16.147	11.139	9.051	-0.003	-0.006	0.001
Si	-5.75	5.937	8.791	0.006	0.033	-0.006
Si	7.223	-0.14	7.742	0.006	0.016	-0.009
Si	10.352	9.351	11.37	-0.009	0.01	-0.004
Si	13.886	0.615	7.218	0.013	-0.01	-0.009
Si	-4.139	9.347	7.489	-0.006	0.004	-0.009
Si	3.097	9.593	12.879	-0.004	-0.006	0.004
Si	14.858	12.676	10.603	0.006	0.013	0.005
Si	10.081	10.55	9.362	-0.008	-0.006	0.014
Si	-5.062	0.861	13.175	-0.001	-0.01	0.007
Si	3.792	6.763	7.83	0.009	0.003	0.004
Si	9.654	2.815	6.992	0.005	0.007	0.014
Si	16.803	1.64	10.702	0.011	0.002	-0.02
Si	-5.243	3.591	9.105	-0.004	-0.056	-0.015
Si	0.878	4.059	10.403	-0.001	0.027	-0.021
Si	9.479	13.336	7.339	-0.012	-0.005	-0.003
Si	6.277	12.692	18.294	-0.002	-0.003	0.005
Si	3.145	-1.903	9.148	0.004	-0.021	-0.006
Si	8.606	-1.664	13.282	0	0.002	0.001
Si	1.94	1.643	8.454	-0.008	0	0.047
Si	7.069	2.711	17.091	0	0.001	0.003
Si	-3.956	5.68	13.062	0.006	0.003	0.003
Si	6.3	5.307	10.834	-0.011	0	0.003
Si	13.15	12.05	13.243	-0.005	-0.001	0.004
Si	12.597	3.017	9.134	0.005	0	0.01
O	2.144	12.114	14.588	0.002	-0.004	0.004
O	30.789	5.766	17.599	-0.001	0.003	0.001
O	2.239	-9.664	25.332	-0.003	0.001	-0.002
O	13.553	0.064	26.969	-0.011	-0.003	0.002
O	6.065	9.333	22.981	0.001	-0.001	0.001
O	2.682	2.809	18.319	-0.001	0	0
O	-5.365	0.357	22.922	-0.002	0	0.003
O	24.09	4.898	24.848	0	0.004	0.001
O	9.096	-0.113	13.154	0.003	-0.003	-0.002
O	-4.587	15.836	26.238	-0.002	0	0.001
O	-5.671	23.036	12.672	-0.001	-0.001	-0.005
O	2.764	-1.894	16.982	0.002	0	-0.003
O	14.751	29.819	21.728	-0.001	0.001	0.003
O	7.134	-1.036	17.22	-0.001	0.002	0.003
O	6.66	-4.818	16.45	0	-0.002	0
O	12.597	6.772	12.513	-0.005	0	0.008
O	6.206	8.731	11.287	-0.005	-0.013	0.012
O	8.66	7.704	24.759	-0.002	-0.001	0.005
O	17.58	16.461	15.872	-0.001	0.001	0.003
O	0.81	6.358	21.346	-0.001	-0.003	0.001
O	11.505	14.229	19.681	0.003	-0.001	0.001
O	17.192	8.769	20.963	-0.002	0	0.001
O	0.298	20.663	14.377	0.004	-0.003	-0.002
O	-3.485	-3.79	11.374	0.008	-0.002	0.011
O	6.76	-0.892	22.573	0.003	-0.004	0.002
O	12.05	4.161	30.155	0.005	-0.019	-0.014
O	11.878	-8.222	24.397	-0.001	0.009	-0.002
O	-5.182	5.063	17.554	-0.001	0.001	0.002
O	7.237	-14.686	12.415	0.009	0	0.002
O	-6.732	19.258	27.026	0.002	-0.001	0.001
O	-2.772	5.81	22.151	-0.003	0.001	0.006
O	13.807	0.132	14.425	0	0.003	0.001
O	17.521	18.548	26.542	-0.005	0.002	0.005
O	7.247	2.469	25.152	-0.003	0.001	0.004
O	8.674	7.508	14.806	-0.002	-0.003	0.005
O	17.504	-11.759	16.427	0	0.003	0.006
O	11.657	2.041	23.803	-0.002	0	0
O	5.036	22.593	17.508	-0.001	0	0.001
O	1.329	-3.075	26.557	-0.002	0.003	0.005
O	18.493	0.775	26.129	0	-0.002	0.002
Si	5.589	5.744	24.194	-0.012	-0.001	0.004
Si	14.455	7.51	25.453	0.011	0.003	0.007
Si	17.034	-3.737	25.069	0.007	-0.012	0.004
Si	-1.69	-21.698	12.581	-0.01	-0.011	-0.005
Si	-2.158	9.309	21.864	0.005	0.001	-0.003
Si	9.5	1.642	15.917	0.006	0.001	-0.002
Si	19.421	-2.001	18.087	-0.002	0.002	0.002
Si	2.101	3.005	23.718	0.001	0	0.002
Si	3.732	-6.502	17.94	-0.006	0.005	0.005
Si	1.734	-10.283	17.053	-0.001	0.001	0
Si	7.748	3.677	24.162	0.001	-0.008	0.001
Si	3.278	19.391	25.887	-0.01	0.003	0
Si	-12.295	9.495	20.934	-0.004	-0.001	0.002
Si	5.682	8.035	22.046	-0.002	0.006	-0.001
Si	27.079	19.775	7.854	-0.001	-0.011	0.008
Si	13.141	-4.975	11.402	0.004	-0.005	-0.023
Si	7.879	-4.075	20.319	-0.001	0.004	0.004
Si	16.272	17.584	21.633	0	0.003	0
Si	10.538	1.766	27.234	-0.001	0.003	-0.002
Si	5.32	4.82	15.713	-0.006	-0.003	-0.002
Si	10.95	15.427	20.622	-0.007	-0.003	0.005
Si	5.944	8.469	17.832	0	0.002	0.002
Si	-3.547	3.108	24.982	-0.008	-0.008	0.003
Si	17.455	13.708	14.805	0	0.004	-0.007
Si	6.689	0.227	21.379	0.001	0.003	-0.002
Si	10.582	0.027	9.373	0.015	0.017	0.006
Si	-6.091	1.705	22.201	0.008	0.002	0.001
Si	10.271	-5.354	15.148	0.004	0.002	-0.001
Si	-8.183	-2.422	22.724	-0.001	0.004	0
Si	1.224	0.49	22.416	-0.002	-0.004	0.001
Si	0.497	8.055	12.769	-0.015	0.003	0.002
Si	5.999	1.765	25.907	-0.004	-0.002	-0.004
Si	5.771	3.535	7.262	0.012	-0.005	0.001
Si	6.177	14.955	10.756	-0.005	-0.017	-0.006
Si	4.114	-0.397	25.767	0.002	-0.005	-0.006
Si	-1.37	2.458	17.099	-0.006	0.002	0.003
Si	0.425	7.821	20.739	0.002	0.004	-0.001
Si	-1.004	1.605	14.229	0.001	0	0.001
Si	13.318	-8.133	21.139	0.005	0.001	-0.003
Si	-3.002	-3.177	15.087	0.006	0	-0.004
Si	2.973	-9.302	14.46	0.003	-0.01	-0.003
Si	-1.644	18.13	18.093	0	0.002	0.001
Si	15.384	8.625	15.762	-0.006	0.002	0.002
Si	-2.951	-6.88	23.758	0.003	-0.003	-0.002
Si	5.473	-5.079	12.387	0.002	0.007	0.001
Si	11.045	-2.121	17.606	0.001	0.002	-0.006
Si	3.867	1.788	21.693	0.005	-0.005	0.001
Si	-3.783	0.451	23.422	0.002	-0.001	-0.002
Si	-4.447	8.456	19.798	-0.003	-0.001	-0.002
Si	11.175	6.403	17.729	0.002	0	0.002
Si	-7.796	-2.131	9.051	0.008	-0.01	0.011
Si	12.434	0.429	18.793	-0.001	-0.003	0
Si	23.528	-2.392	28.052	0	0.009	-0.009
Si	2.951	3.77	19.592	-0.002	0.007	0
Si	3.779	-12.124	29.849	0.001	0.022	-0.013
Si	-5.806	3.676	18.092	0.003	0.001	0.005
Si	17.65	-2.098	15.48	-0.003	0.009	0.005
Si	8.509	-1.296	16.383	0.003	-0.004	-0.005
O	-0.898	8.418	11.984	0.008	0.002	0.006
O	-9.118	4.395	23.617	0.003	0.001	0.001
O	7.966	-10.586	15.782	-0.001	0.001	0
O	38.064	8.885	18.878	0.001	0	0.003
O	22.002	6.363	25.386	0.004	-0.001	0.002
O	11.726	12.771	12.864	-0.002	0.003	0.001
O	6.408	1.323	27.423	0.004	-0.003	0.007
O	-0.119	0.246	21.534	0	0.001	0.002
O	-5.981	-4.883	11.454	0	-0.002	0.011
O	-3.544	10.64	16.245	-0.002	-0.003	0.008
O	3.105	1.896	14.132	-0.001	0.003	0.003
O	19.568	-7.237	24.86	0.006	-0.002	0.001
O	8.336	9.671	26.59	0.004	-0.007	0
O	8.269	-1.926	14.878	-0.002	0	0.006
O	-5.139	-7.36	11.962	-0.01	0.005	0.004
O	17.057	4.405	23.03	-0.002	-0.002	-0.002
O	4.309	11.493	27.087	-0.002	-0.001	-0.002
O	12.735	6.214	17.288	0	0	0.001
O	-8.963	1.436	17.929	0.001	0.002	0.001
O	4.697	12.28	18.172	0.002	0.001	0.001
O	-1.503	2.327	12.848	0	-0.007	0.007
O	5.476	0.362	25.23	0.001	0.004	0.005
O	-0.21	-8.44	26.038	-0.004	-0.003	0.005
O	-5.24	-10.364	17.133	-0.001	-0.001	0
O	18.653	-2.365	22.24	-0.002	-0.001	0.003
O	6.68	-0.392	19.859	-0.001	0.004	-0.001
O	4.241	5.746	16.507	0.006	-0.003	0.001
O	1.025	14.646	23.349	-0.001	0.004	0
O	8.095	12.05	27.704	0	-0.001	0.007
O	5.305	1.043	21.683	-0.002	0.003	-0.001
O	8.031	16.484	18.013	-0.003	0	0.001
O	11.224	-16.963	14.6	0.001	0.001	0.003
O	18.84	-2.479	19.546	0.001	-0.001	0
O	1.356	-0.836	23.365	-0.004	0.002	0
O	11.837	-1.879	27.063	0.004	0.003	-0.013
O	1.529	-3.538	12.447	0.006	0.001	-0.001
O	-2.046	3.777	17.733	0.004	0.001	0.001
O	-1.714	-3.976	15.711	-0.004	0.005	0.002
O	2.218	-8.414	13.343	-0.005	0.005	-0.004
O	-6.684	2.946	23.134	-0.004	0.005	0.007
O	17.732	19.863	17.694	0.004	-0.002	0.001
O	0.192	2.513	17.562	0.003	0	0.001
O	3.974	2.942	20.54	0	-0.004	0.006
O	30.228	10.053	28.381	0.001	-0.004	-0.008
O	16.073	-0.69	27.369	0.004	-0.002	0
O	-7.563	-2.724	21.237	-0.001	-0.005	0.002
O	19.119	11.446	24.579	-0.005	-0.001	0.002
O	-6.013	-15.122	17.258	0.005	0.001	0.003
O	11.394	-0.682	18.251	0	0.001	0
O	-4.071	14.529	28.634	-0.01	0.004	-0.003
O	-11.072	8.419	21.105	0.003	-0.002	0.003
O	19.731	-5.851	27.127	-0.001	-0.003	0.002
O	-3.995	7.157	24.072	-0.003	-0.003	0.001
O	-3.198	3.455	21.092	0.004	0.005	0.004
O	-9.443	3.72	11.191	-0.004	0.018	0.005
O	-4.221	6.937	19.26	0.001	0.004	0.004
O	-3.128	4.303	13.292	0	0.003	0.001
O	-8.468	7.638	21.147	0.002	0	0
O	10.921	17.991	27.987	-0.005	0.002	0.001
O	-4.584	0.419	26.417	-0.002	0.002	0.005
O	0.603	14.238	14.137	-0.003	0.002	0.006
O	5.792	3.594	16.666	-0.002	0.004	-0.002
O	6.627	5.675	15.211	-0.001	-0.001	0.005
O	12.719	13.078	22.185	-0.001	0.001	0.002
O	13.402	15.491	25.463	-0.004	-0.003	-0.003
O	19.041	2.552	23.119	-0.002	0	0.001
O	12.258	12.256	24.596	-0.002	0.001	-0.002
O	-10.133	6.748	22.947	0.001	-0.001	0.001
O	-15.641	1.987	27.078	-0.002	-0.001	0
O	9.444	8.418	20.16	0.002	0.001	0
O	6.297	7.863	13.786	0	0.002	-0.001
O	-11.53	8.213	12.624	-0.003	0.006	0
O	15.147	6.875	26.811	-0.002	-0.002	-0.001
O	3.123	-3.04	14.529	0.007	0.001	-0.002
O	-2.152	3.843	27.831	0.004	-0.002	-0.002
O	4.76	2.817	26.056	0.003	0	0.001
O	11.984	8.825	21.048	-0.002	0	0.002
O	-5.046	-11.115	14.576	-0.003	0.003	0
O	-7.669	-11.082	10.966	0.003	-0.002	0.01
O	-17.041	23.61	21.54	-0.002	0.001	0.005
O	13.249	1.168	17.59	0.002	0	0.003
O	-18.124	-3.467	23.417	-0.002	-0.003	0.004
O	10.866	18.932	14.489	-0.004	0.002	0.001
O	13.637	18.249	19.712	-0.002	-0.001	0.004
O	16.155	-15.563	15.7	-0.002	-0.005	0.001
O	10.044	3.561	19.658	-0.001	0.002	-0.001
O	15.982	-8.04	28.493	-0.005	0.01	-0.009
O	24.421	27.417	27.496	0	-0.003	0.005
O	-2.545	-2.284	13.8	0.001	0.003	0.003
O	15.04	4.736	13.322	0.001	0.008	0.011
O	11.424	9.53	18.648	-0.004	-0.002	0.006
O	-6.099	0.073	16.28	-0.002	0	0.001
O	-0.901	8.316	21.544	-0.002	0	0.001
O	-1.429	2.539	15.479	0.003	0.001	-0.004
O	17.017	16.854	20.378	0.003	0	0.004
O	8.398	30.174	28.768	0.012	0.004	-0.018
O	3.601	5.18	19.095	-0.001	-0.003	0.002
O	-5.222	-10.841	12.007	0.001	0.008	0.01
O	4.915	20.167	18.429	0.002	0.001	-0.001
O	-4.846	9.428	25.08	0	-0.002	-0.001
O	4.486	16.961	14.496	0.005	0.005	0.009
O	8.35	-2.585	23.958	-0.001	-0.002	0
O	7.824	-7.065	11.27	-0.011	0	0.02
O	15.604	7.861	19.122	-0.002	0	0.003
O	-2.368	-4.431	25.8	-0.004	-0.003	0
O	15.593	8.398	24.668	-0.008	0.001	-0.001
O	5.35	6.229	11.804	0.007	-0.001	-0.008
O	-1.264	-0.825	11.989	-0.002	-0.006	-0.003
O	10.453	-5.336	16.764	0	0.001	-0.001
O	-1.504	19.146	24.434	-0.006	-0.002	-0.002
O	2.725	-17.738	25.144	-0.003	0.009	0.004
O	16.614	6.654	12.247	0	0.003	-0.003
O	2.58	0.752	21.489	0	0.003	0.001
O	-1.884	-0.241	19.716	-0.004	-0.001	0.001
O	-2.292	6.287	28.862	-0.002	-0.004	-0.003
O	-7.439	-11.672	21.443	-0.01	-0.004	-0.002

Results
free energy: -257817.659 eV
free energy less fixed offsets of O -568.88, Si -635.61 eV per atom: -0.119 eV

The program warned: the cutoff lies below the one the program advises for these potential files; the exchange-correlation potential is rough where the density is thin.
